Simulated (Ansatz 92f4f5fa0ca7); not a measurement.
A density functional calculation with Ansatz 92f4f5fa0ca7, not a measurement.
Periodic cell of 223 atoms, Si133O90, from a study of silicon, its oxide and their interface. The atomic structure is a simulated model.
Doubt: the cutoff is far below the 930 eV that the study's wrapper takes by default for these files, so forces and energies are approximate.

Settings
functional: PBE
potential files: Ansatz PAW
basis: plane waves
wave-function cutoff: 580 eV
density cutoff ratio: 5
exchange-correlation grid ratio: 1
k mesh: 1 x 1 x 1, Gamma-centred
self-consistency stop: 5e-08 eV per atom in the density residual
occupations: fixed
spin: none
net charge: 0

Cell vectors (angstrom)
a, 10.938, 0, 0
b, 0, 10.938, 0
c, 0, 0, 32.1758

Atoms: element, x, y, z (angstrom)
Si, 0.1476, -0.2517, 24.8225
Si, 5.2515, 0.0785, 24.8366
Si, 3.1426, 2.4514, 24.6982
Si, 7.8553, 2.9263, 24.6399
Si, -0.301, 5.5688, 24.5034
Si, 5.83, 5.3897, 24.5161
Si, 2.3319, 8.426, 24.7478
Si, 8.5792, 7.939, 24.9027
Si, 1.4029, 1.397, 25.9637
Si, 6.8128, 1.3418, 26.0575
Si, 4.1964, 4.1839, 25.8915
Si, 9.5238, 4.0347, 25.926
Si, 1.286, 6.7185, 25.9544
Si, 6.8941, 6.8092, 26.0617
Si, 4.0141, 9.4793, 26.0669
Si, 9.659, 9.5148, 26.23
Si, 2.7172, 0.007, 27.4031
Si, 8.2116, -0.0036, 27.4171
Si, 0.0032, 2.7334, 27.3392
Si, 5.4623, 2.7688, 27.3831
Si, 2.7562, 5.4482, 27.3231
Si, 8.2391, 5.4206, 27.3997
Si, 0.0704, 8.108, 27.4682
Si, 5.474, 8.1741, 27.3878
Si, 4.1018, 1.3673, 28.7576
Si, 9.5708, 1.3673, 28.7576
Si, 1.3673, 4.1018, 28.7576
Si, 6.8362, 4.1018, 28.7576
Si, 4.1018, 6.8362, 28.7576
Si, 9.5708, 6.8362, 28.7576
Si, 1.3673, 9.5708, 28.7576
Si, 6.8362, 9.5708, 28.7576
Si, 0, 0, 30.1248
Si, 5.469, 0, 30.1248
Si, 2.7345, 2.7345, 30.1248
Si, 8.2035, 2.7345, 30.1248
Si, 0, 5.469, 30.1248
Si, 5.469, 5.469, 30.1248
Si, 2.7345, 8.2035, 30.1248
Si, 8.2035, 8.2035, 30.1248
Si, 1.3673, 1.3673, 31.4921
Si, 6.8362, 1.3673, 31.4921
Si, 4.1018, 4.1018, 31.4921
Si, 9.5708, 4.1018, 31.4921
Si, 1.3673, 6.8362, 31.4921
Si, 6.8362, 6.8362, 31.4921
Si, 4.1018, 9.5708, 31.4921
Si, 9.5708, 9.5708, 31.4921
Si, 2.7345, 0, 0.6835
Si, 8.2035, 0, 0.6835
Si, 0, 2.7345, 0.6835
Si, 5.469, 2.7345, 0.6835
Si, 2.7345, 5.469, 0.6835
Si, 8.2035, 5.469, 0.6835
Si, 0, 8.2035, 0.6835
Si, 5.469, 8.2035, 0.6835
Si, 4.1018, 1.3673, 2.0507
Si, 9.5708, 1.3673, 2.0507
Si, 1.3673, 4.1018, 2.0507
Si, 6.8362, 4.1018, 2.0507
Si, 4.1018, 6.8362, 2.0507
Si, 9.5708, 6.8362, 2.0507
Si, 1.3673, 9.5708, 2.0507
Si, 6.8362, 9.5708, 2.0507
Si, 0, 0, 3.418
Si, 5.469, 0, 3.418
Si, 2.7345, 2.7345, 3.418
Si, 8.2035, 2.7345, 3.418
Si, 0, 5.469, 3.418
Si, 5.469, 5.469, 3.418
Si, 2.7345, 8.2035, 3.418
Si, 8.2035, 8.2035, 3.418
Si, 1.3535, 1.4506, 4.9001
Si, 6.8289, 1.3638, 4.8667
Si, 4.0418, 4.1343, 4.7484
Si, 9.5358, 4.0746, 4.7765
Si, 1.4387, 6.824, 4.7798
Si, 6.8102, 6.8376, 4.7189
Si, 4.0872, 9.6131, 4.879
Si, 9.5443, 9.6304, 4.6587
Si, 2.7505, 0.1542, 6.3675
Si, 8.2425, -0.1285, 6.1795
Si, -0.0997, 2.8367, 6.3318
Si, 5.3978, 2.7943, 6.1685
Si, 2.4666, 5.1772, 6.1399
Si, 8.1352, 5.4363, 6.0617
Si, 0.0227, 8.3716, 5.943
Si, 5.4359, 8.0899, 6.1564
Si, 4.0421, 1.6856, 7.7818
Si, 9.6889, 1.1473, 7.6043
Si, 0.1446, 4.5441, 7.9808
Si, 6.571, 4.3357, 7.4816
Si, 4.1851, 6.3464, 7.2366
Si, 9.5219, 6.9866, 7.0886
Si, 1.1022, 9.8233, 7.5055
Si, 7.256, 9.0248, 7.4056
O, 9.5787, 6.8102, 24.2063
O, 4.1825, 1.2237, 24.3503
O, 8.4401, 7.9653, 7.9106
O, 3.223, 2.5908, 8.9294
O, 6.8379, 4.1315, 24.1149
O, 2.87, 7.743, 23.3607
O, 5.4054, 5.4253, 7.8979
O, 0.1638, 0.1274, 8.5319
O, 7.118, 3.6973, 8.9111
O, 6.7541, 9.6864, 8.8206
O, 10.7159, 6.1503, 7.8894
O, 1.5451, 8.852, 8.7562
O, 5.1461, 0.8691, 8.7164
O, 1.3708, 4.4788, 9.045
O, 8.8453, 1.638, 8.9216
O, 3.3919, 6.9071, 8.5671
O, 8.0015, 8.7918, 23.6506
O, 8.3493, 2.1989, 23.2459
O, 5.5139, 6.278, 23.1364
O, 2.851, 3.0051, 23.1728
O, 12.1966, -1.3452, 24.2648
O, 0.0734, 4.8953, 23.0172
O, 4.0692, 7.4217, 21.1262
O, 11.0137, 21.0832, 20.7283
Si, 5.447, 4.8803, 16.6165
Si, 0.5879, 8.7999, 20.0051
Si, 6.115, 9.3543, 12.0733
Si, 13.4273, 4.9122, 12.6399
Si, 8.7874, 3.0567, 12.7489
Si, 9.9532, 0.066, 12.6869
Si, 2.0831, 3.2952, 9.8714
Si, 2.6216, -3.7029, 21.8391
Si, 17.7645, 7.0845, 15.4543
Si, 7.1338, 11.1721, 18.5825
Si, 8.5451, 3.1799, 9.5244
Si, 3.5344, 13.1326, 13.9758
Si, 5.8788, 0.5095, 14.2764
Si, 7.0232, 6.0014, 19.1903
Si, 0.8414, 4.8026, 21.5507
Si, 13.7224, -0.9421, 18.163
Si, 3.3871, 2.8543, 17.0197
Si, 5.347, 10.3138, 9.3052
Si, 9.5766, 6.6175, 16.4687
Si, 16.5075, 7.0659, 21.6825
Si, 9.8458, 4.8355, 19.0094
Si, 1.9457, -0.3121, 12.6655
Si, 5.2611, 20.5703, 16.5239
Si, 8.5087, 8.1711, 12.8951
Si, 11.4831, 0.5423, 10.2136
Si, 7.0352, 9.6102, 22.6638
Si, 11.355, 11.7127, 20.8179
Si, -0.5337, -5.1694, 13.4975
Si, 4.4816, 1.2067, 19.5279
Si, 3.0018, 8.2987, 9.2548
Si, 1.0466, 1.3825, 17.7563
Si, 3.4428, 7.9256, 12.3629
Si, 2.55, 2.3397, 21.7178
Si, 7.3795, 2.7723, 15.2739
Si, 8.8536, 8.4878, 18.5319
Si, 9.076, 0.9271, 22.5421
Si, 9.2963, 2.26, 17.4518
O, 6.2315, 8.3652, 16.2491
O, 5.0701, 1.7627, 13.5876
O, 13.139, 5.6769, 21.7361
O, 6.5556, 10.4815, 13.1626
O, 2.5912, 9.1681, 13.0813
O, 1.6797, 0.9554, 21.8535
O, 2.9575, 8.0276, 10.8296
O, 3.5984, -0.1721, 19.3643
O, 10.3931, -4.6573, 15.078
O, 9.6457, -3.9427, 12.6557
O, 3.896, 4.4029, 16.847
O, 8.2517, 9.9838, 18.8405
O, 9.4517, 8.1961, 16.9942
O, 14.3958, 2.064, 15.593
O, 7.5245, 7.652, 14.099
O, 11.9363, 5.4754, 13.019
O, 5.01, 8.2839, 12.6153
O, 6.2388, 6.057, 20.6062
O, 9.9735, 14.2285, 18.5162
O, 5.5831, 6.0101, 15.4197
O, 7.6068, 7.4788, 18.8194
O, 1.6575, 8.994, 18.7801
O, 12.3888, 3.3681, 21.0741
O, 8.4359, 3.12, 11.1568
O, 10.1257, -2.8104, 19.5036
O, -0.1566, -5.743, 20.3034
O, 6.1009, 10.6375, 17.4624
O, 3.3273, 6.3332, 12.764
O, 6.0767, 0.7974, 19.7406
O, 10.218, 5.7621, 17.7017
O, 1.7755, -0.2284, 10.9926
O, 8.2788, 4.9999, 19.4082
O, 6.2218, 14.4811, 16.0997
O, 11.8297, 1.2721, 19.3602
O, 7.4962, 14.2318, 13.7262
O, 4.9138, 10.4618, 15.1604
O, 9.7389, 4.3124, 13.1788
O, 8.7889, 2.9871, 16.0784
O, 8.0075, 6.2137, 16.1979
O, 4.3032, 2.1184, 18.1701
O, 4.0773, 9.4339, 8.7931
O, 5.4111, -0.6804, 10.9176
O, 9.9661, 12.4377, 21.2934
O, 1.8068, 2.8023, 17.4429
O, 10.1336, 0.2559, 23.5852
O, 6.3938, 8.4913, 21.6639
O, 2.5899, 4.0939, 11.2063
O, -1.5698, 1.5429, 13.1076
O, 2.6916, 11.9843, 13.1688
O, -0.4151, 23.1291, 17.0454
O, 7.9757, 10.7741, 21.99
O, 7.0465, 1.1687, 15.2055
O, 1.9887, 0.149, 17.2344
O, 9.7359, 4.1091, 8.9597
O, 14.7943, 9.1787, 17.2323
O, 0.4814, -0.1612, 13.3498
O, 10.1294, 0.1586, 11.0339
O, 7.4524, -2.4575, 11.6615
O, 0.9433, 2.1251, 10.2026
O, 3.8957, 2.0576, 20.8157
O, 16.751, 10.3327, 23.4515
O, 1.3634, 7.9779, 21.1516
O, 6.0005, 5.4503, 18.0434
O, 14.024, 3.7436, 13.6419
O, 8.0188, 1.5158, 18.1216
O, 9.1797, -1.2907, 13.1656

Results
free energy: -135732.167 eV
free energy less fixed offsets of O -568.88, Si -635.61 eV per atom: 3.163 eV

Forces (eV/angstrom), in the order of the atoms: element, x, y, z
Si, 0.0031, -0.0004, 0.0023
Si, -0.0016, 0.0014, -0.0043
Si, -0.0005, 0.001, 0.0029
Si, -0.0019, 0.0018, -0.0028
Si, -0.0017, 0.0027, 0.0007
Si, -0.0011, -0.0037, 0.0058
Si, -0.0009, 0.0019, 0.0006
Si, 0.0009, -0.003, 0.0056
Si, -0.0005, 0.0005, -0.0017
Si, 0.0026, 0, -0.0008
Si, -0.0002, 0.0022, -0.0016
Si, 0.0019, -0.0024, -0.0007
Si, 0.0026, -0.001, -0.0013
Si, -0.001, 0.002, -0.0014
Si, 0.0014, -0.0012, -0.0004
Si, 0.0001, 0.0011, -0.0024
Si, -0.0008, 0, 0.0005
Si, -0.0001, -0.0006, 0.0004
Si, 0.0009, 0.0001, 0.001
Si, -0.0005, 0, 0.0007
Si, 0.0014, -0.0023, -0.0003
Si, 0, 0.0007, 0.0008
Si, -0.0011, -0.0001, -0.0002
Si, -0.0002, -0.0008, 0.0013
Si, -0.0499, 0.185, -0.0442
Si, 0.1486, 0.1387, -0.0652
Si, 0.0803, 0.0126, -0.407
Si, 0.0935, -0.1011, 0.1557
Si, -0.1078, -0.1983, -0.1628
Si, -0.0489, -0.3552, 0.3885
Si, 0.2211, -0.114, 0.3259
Si, -0.1493, -0.0214, -0.0037
Si, -0.0411, -0.0526, -0.0106
Si, 0.0026, -0.0019, -0.0208
Si, -0.0307, -0.0519, -0.025
Si, -0.0304, 0.0529, 0.0096
Si, -0.1013, 0.0381, 0.0181
Si, -0.017, -0.0105, -0.0226
Si, 0.0583, 0.1355, 0.0147
Si, -0.0072, -0.0671, -0.0294
Si, 0.0387, 0.0319, 0.0054
Si, 0.0234, -0.0251, -0.0218
Si, 0.0132, 0.0046, -0.0124
Si, 0.0917, -0.0262, -0.0213
Si, 0.0303, -0.0299, -0.039
Si, -0.0256, 0.0296, -0.0043
Si, -0.0071, -0.065, -0.0145
Si, -0.0342, -0.0004, -0.0112
Si, 0.0519, -0.0932, -0.0216
Si, -0.0176, -0.01, 0.0404
Si, -0.1404, 0.0781, -0.005
Si, 0.002, 0.0168, 0.0339
Si, -0.0297, 0.0495, 0.0295
Si, 0.0371, -0.037, -0.022
Si, -0.0285, -0.0073, 0.0324
Si, -0.0445, 0.024, -0.0008
Si, -0.1274, -0.0403, 0.0271
Si, 0.1033, 0.0188, -0.028
Si, 0.0027, -0.0796, 0.0245
Si, -0.0992, 0.0523, -0.0005
Si, 0.1545, 0.0552, -0.0048
Si, -0.0659, -0.052, 0.0013
Si, 0.1791, 0.0916, 0.0428
Si, -0.0037, -0.1281, 0.002
Si, 0.3859, 0.8666, -0.1561
Si, -0.0083, 0.0043, 0.5325
Si, -0.021, -0.1046, -0.0242
Si, -0.2292, -0.3668, 0.0907
Si, 0.006, 0.151, 0.282
Si, -0.1793, -0.2108, -0.4347
Si, 0.2069, 0.3412, 0.181
Si, -0.1529, -0.0596, -0.5325
Si, -0.0765, 0.0245, 0.0571
Si, 0.0055, 0.012, -0.0112
Si, 0.0357, 0.0052, -0.006
Si, -0.0163, 0.018, -0.0199
Si, 0.0126, 0.0021, -0.0051
Si, -0.0081, -0.0079, 0.0049
Si, -0.0019, 0.0102, -0.0019
Si, 0.0251, 0.0122, -0.0101
Si, 0.0098, -0.0062, -0.0094
Si, 0.0023, -0.0359, 0.0031
Si, 0.1815, -0.0279, -0.1219
Si, -0.0106, -0.0075, -0.011
Si, 0.2292, 0.0494, -0.174
Si, -0.0514, 0.0225, -0.0278
Si, -0.015, -0.0311, -0.0083
Si, -0.0069, -0.0118, 0.0108
Si, -0.023, 0.0045, 0.044
Si, 0.0578, -0.0812, -0.1512
Si, -1.0165, -0.2367, 0.8588
Si, -0.0562, 0.0637, -0.072
Si, -0.0355, -0.0175, -0.0515
Si, 0.0935, -0.0402, 0.024
Si, 0.003, 0.002, -0.0125
Si, 0.013, 0.0154, -0.0059
O, 0.0028, -0.0022, 0.0018
O, 0.0008, -0.0008, 0.0036
O, -0.0245, -0.0023, 0.0017
O, 0.0387, -0.0546, -0.0276
O, 0.0019, -0.001, 0.0039
O, 0.002, -0.0052, -0.0104
O, 0.0488, -0.0229, 0.0177
O, -0.0245, 0.0184, -0.0161
O, 0.1722, -0.0345, 0.0737
O, -0.0177, 0.0165, 0.0088
O, 0.0008, 0.0713, -0.1084
O, 0.0412, -0.0075, 0.016
O, -0.0002, -0.0186, 0.0029
O, 0.1247, -0.0556, -0.0729
O, -0.1491, 0.3627, 0.2882
O, -0.0194, 0.0705, 0.0644
O, -0.0071, 0.0072, -0.0082
O, 0.0024, -0.0049, -0.003
O, -0.0025, 0.0079, -0.0156
O, -0.0031, -0.0009, -0.0113
O, 0.0004, 0.0005, 0.003
O, 0.0039, -0.0032, -0.0123
O, 0.0022, -0.0004, -0.0029
O, 0.0005, -0.0037, -0.0021
Si, -0.0071, 0.004, 0.0037
Si, 0.0025, -0.0015, 0.0086
Si, -0.0188, 0.0017, -0.0114
Si, 0.0103, -0.0081, -0.0264
Si, 0.028, 0.0012, 0.0782
Si, 0.0116, -0.0155, -0.014
Si, -0.0364, 0.1355, -0.1103
Si, 0.0028, 0.0006, 0.0086
Si, -0.0072, -0.0009, 0.0022
Si, -0.0003, 0.0003, 0.0042
Si, 0.2403, -0.1502, -0.3257
Si, -0.0129, 0.01, -0.0059
Si, -0.0124, -0.0043, -0.0054
Si, -0.0014, -0.0016, 0.0098
Si, 0.0014, -0.0005, 0.0119
Si, -0.0021, 0.0006, 0.0011
Si, -0.0023, 0.0015, -0.0016
Si, -0.0089, 0.008, -0.0347
Si, 0.0009, 0.0019, 0.0068
Si, -0.0015, -0.0015, 0.0078
Si, 0.0013, 0.0028, 0.0089
Si, 0.0124, -0.0024, -0.0122
Si, -0.0038, 0.0001, -0.0015
Si, -0.0054, 0.0019, -0.0021
Si, 0.0188, -0.0034, 0.0049
Si, -0.0014, 0.001, 0.0029
Si, -0.0018, 0.0013, 0.0088
Si, 0.0191, 0.0114, 0.0067
Si, -0.0029, 0.0019, 0.0074
Si, -0.0037, -0.0388, -0.0147
Si, 0.0029, -0.0011, 0.0016
Si, -0.01, -0.0039, -0.0177
Si, -0.0003, 0.0042, 0.0108
Si, -0.0046, -0.0033, 0.016
Si, 0.0002, -0.0012, 0.0043
Si, -0.0018, 0.0004, 0.008
Si, 0.0022, -0.0007, 0.0017
O, 0.0031, -0.0021, 0.0006
O, 0.009, -0.0033, 0.0016
O, -0.0016, -0.0026, -0.0026
O, 0.0031, 0.0042, -0.0002
O, -0.0033, 0.0024, 0.0051
O, -0.0019, -0.0022, -0.0045
O, 0.0015, -0.0075, -0.0229
O, -0.002, -0.0019, -0.0023
O, -0.0013, -0.0044, -0.008
O, -0.0051, -0.0044, -0.0077
O, 0.0035, 0.0013, -0.0002
O, -0.001, 0.0002, -0.0018
O, 0.0009, -0.0021, -0.0037
O, 0.0018, -0.0048, -0.0019
O, 0.0061, -0.0028, -0.003
O, -0.0213, 0.0077, 0.0079
O, 0.0045, 0.0045, 0.0016
O, 0.0047, -0.0032, -0.0103
O, -0.0019, -0.0059, -0.0041
O, 0.0016, 0.0031, -0.0025
O, 0.0018, 0.0011, -0.0015
O, 0.0022, 0.0006, -0.0038
O, -0.0011, 0.0007, -0.0037
O, 0.0094, 0.0274, -0.1207
O, -0.0041, -0.0006, -0.0042
O, -0.0052, -0.0006, -0.0091
O, -0.0005, -0.0002, -0.0011
O, -0.001, 0.0007, 0.003
O, 0.0023, -0.0008, -0.0029
O, -0.0009, 0.0035, -0.0065
O, -0.0009, -0.0006, 0.0089
O, -0.0001, 0.0011, -0.0014
O, 0.0036, -0.0097, -0.0045
O, 0.0014, -0.0008, -0.009
O, -0.0051, -0.001, -0.0215
O, 0.0026, 0.004, -0.0022
O, -0.0117, -0.0145, -0.0329
O, -0.0014, 0.001, -0.005
O, -0.0027, -0.0001, -0.0015
O, 0.0007, 0.0009, -0.0026
O, 0.0108, 0.0159, 0.0033
O, 0.0053, -0.0054, 0.0153
O, 0.0039, -0.0002, -0.0053
O, 0, 0.0003, 0.0017
O, -0.0054, 0.0029, -0.0071
O, -0.0021, -0.0015, -0.003
O, 0.0142, 0.0142, 0.0495
O, -0.0155, 0.0194, -0.0106
O, -0.0035, -0.0022, 0.0021
O, -0.0041, 0.0015, -0.0001
O, 0.0001, 0, -0.0034
O, 0.0039, 0.0043, -0.0014
O, -0.0015, 0.0007, -0.0004
O, 0.1593, -0.0679, -0.0031
O, 0.0035, -0.0008, -0.0012
O, -0.0118, 0.0015, 0.0043
O, -0.0119, -0.0093, 0.011
O, 0.0059, -0.0061, 0.0007
O, -0.0416, -0.0331, 0.0013
O, 0.0039, -0.0038, -0.0066
O, 0.0034, -0.0025, -0.0038
O, -0.0035, 0.0023, -0.0064
O, -0.002, -0.0014, -0.0014
O, 0.0034, -0.0071, 0.0097
O, 0.0001, -0.0006, -0.0028
O, -0.0005, -0.0005, 0.0018

The program warned: the cutoff lies below the one the program advises for these potential files; the exchange-correlation potential is rough where the density is thin.
